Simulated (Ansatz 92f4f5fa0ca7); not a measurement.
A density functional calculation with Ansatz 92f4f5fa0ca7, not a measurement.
Periodic cell of 226 atoms, Si133O92B1, from a study of silicon, its oxide and their interface. The atomic structure is a simulated model.
Doubt: the cutoff is far below the 930 eV that the study's wrapper takes by default for these files, so forces and energies are approximate.
This geometry differs little from another in the collection (a relaxation step or a small displacement).

Settings
functional: PBE
potential files: Ansatz PAW
basis: plane waves
wave-function cutoff: 580 eV
density cutoff ratio: 5
exchange-correlation grid ratio: 1
k mesh: 1 x 1 x 1, Gamma-centred
self-consistency stop: 5e-08 eV per atom in the density residual
occupations: fixed
spin: none
net charge: -1 e, with a uniform compensating background and no finite-size correction

Cell vectors (angstrom)
a  10.938  0  0
b  0  10.938  0
c  0  0  31.9494

Atoms: element, x, y, z (angstrom)
Si  10.6208  -0.0023  24.4222
Si  5.0678  0.1208  24.665
Si  2.8129  2.29  24.5397
Si  8.5635  2.4313  24.5671
Si  10.6991  5.5837  24.3386
Si  5.1514  5.6097  24.4561
Si  2.9814  7.9473  24.4109
Si  8.4072  7.8271  24.4215
Si  1.2839  1.1284  25.8506
Si  6.807  1.3246  25.746
Si  3.977  4.0086  25.7404
Si  9.6781  4.019  25.8597
Si  1.3293  6.7912  25.6767
Si  6.7954  6.7197  25.761
Si  3.9933  9.4641  25.962
Si  9.4748  9.4377  25.8054
Si  2.6277  -0.1369  27.3023
Si  8.1341  -0.0685  27.1547
Si  0.0691  2.6526  27.2249
Si  5.4436  2.7183  27.1217
Si  2.6596  5.4164  27.1218
Si  8.1835  5.3676  27.1474
Si  0.0029  8.1512  27.1414
Si  5.5017  8.1394  27.1957
Si  4.0784  1.3271  28.5102
Si  9.535  1.3148  28.5222
Si  1.3814  4.0667  28.5808
Si  6.7973  4.06  28.5387
Si  4.0716  6.7757  28.5086
Si  9.5508  6.7799  28.4961
Si  1.2802  9.4777  28.6452
Si  6.8163  9.5366  28.5777
Si  -0.0521  -0.0213  29.9522
Si  5.4421  -0.0133  29.914
Si  2.7638  2.7157  29.9184
Si  8.1757  2.7039  29.8929
Si  -0.0252  5.4411  29.9081
Si  5.4483  5.4464  29.9114
Si  2.7248  8.1459  29.9316
Si  8.2144  8.1739  29.8991
Si  1.3591  1.378  31.2747
Si  6.8118  1.3693  31.2806
Si  4.1033  4.0856  31.3039
Si  9.5361  4.0872  31.2721
Si  1.344  6.8101  31.2977
Si  6.8202  6.8463  31.2706
Si  4.0772  9.5643  31.2854
Si  9.5388  9.5457  31.3121
Si  2.7322  0.0275  0.7058
Si  8.1848  0.0171  0.6947
Si  -0.0013  2.7596  0.7004
Si  5.4774  2.7488  0.7355
Si  2.7293  5.4674  0.7079
Si  8.2004  5.4961  0.6953
Si  0.0035  8.2137  0.7334
Si  5.4681  8.2298  0.7132
Si  4.0953  1.3948  2.107
Si  9.5853  1.3684  2.0506
Si  1.3407  4.1531  2.0885
Si  6.8305  4.165  2.0761
Si  4.0852  6.8603  2.0668
Si  9.5678  6.8526  2.1041
Si  1.3676  9.6225  2.0824
Si  6.8199  9.6384  2.0807
Si  0.0153  0.0498  3.4798
Si  5.4661  0.0397  3.5061
Si  2.7119  2.8021  3.437
Si  8.2461  2.7899  3.361
Si  0.0246  5.5318  3.523
Si  5.4624  5.5411  3.461
Si  2.7307  8.2526  3.4253
Si  8.2106  8.2893  3.4171
Si  1.3654  1.4685  4.8452
Si  6.8937  1.5002  4.7612
Si  4.0262  4.2132  4.8094
Si  9.5781  4.093  4.8082
Si  1.4029  6.9676  4.8908
Si  6.792  7.0202  4.7822
Si  4.1029  9.5411  4.848
Si  9.6074  9.5888  4.8396
Si  2.7454  0.0446  6.1297
Si  8.2719  0.1116  6.1019
Si  0.0399  2.8351  6.3042
Si  5.4915  2.8895  6.0971
Si  2.896  5.7527  6.2593
Si  8.2125  5.6084  5.9799
Si  0.0426  8.3181  6.3581
Si  5.3716  8.1725  6.3431
Si  4.4146  1.1947  7.3157
Si  9.8155  1.1722  7.6031
Si  1.2403  4.5754  7.4772
Si  6.5322  4.6567  7.2993
B  4.394  6.7217  7.63
Si  9.7289  6.6199  7.486
Si  1.273  9.9452  7.6891
Si  6.662  9.9068  7.3868
O  9.5811  1.2368  23.9771
O  4.1002  6.799  23.9414
O  4.0028  1.2372  24.0321
O  9.5271  6.6973  23.8931
O  -0.0124  5.5669  7.9981
O  5.5527  0.1215  7.8739
O  0.067  0.1057  8.1547
O  5.434  5.7326  7.8863
O  7.4836  4.0557  8.502
O  8.7322  7.0505  8.7572
O  2.1922  9.4098  8.9959
O  8.8684  1.7505  8.8697
O  7.5895  9.4734  8.7022
O  3.6114  1.8139  8.6086
O  3.6986  7.204  8.8301
O  2.0643  4.0103  8.81
O  8.138  3.4803  23.3536
O  0.4405  4.9255  22.95
O  1.8962  2.7356  23.2429
O  5.8274  4.9035  23.1187
O  5.5101  9.9965  23.4867
O  2.4403  8.6817  23.0199
O  0.1883  10.0677  23.0814
O  7.7703  8.5665  23.074
Si  8.665  7.6951  18.4274
Si  8.8097  6.3677  13.6186
Si  3.8157  1.5409  14.7089
Si  2.1461  5.7382  17.6192
Si  2.4192  3.1333  19.4889
Si  9.8521  9.0302  12.0435
Si  1.3287  9.4146  22.078
Si  9.1965  0.9721  13.1718
Si  1.4294  5.0607  13.0039
Si  1.8395  8.2379  12.727
Si  6.6429  9.5519  22.4228
Si  4.5439  4.5994  15.6964
Si  8.1791  3.07  9.5618
Si  0.8474  8.2388  19.2551
Si  6.9522  1.3439  21.0834
Si  8.2196  8.3182  9.6532
Si  10.8968  5.1987  15.593
Si  7.5865  9.4944  16.2885
Si  9.9341  2.0488  20.2876
Si  3.2699  8.4367  9.8087
Si  6.7094  3.3438  17.4045
Si  1.1693  0.1992  19.7971
Si  3.2463  2.8277  12.2845
Si  7.2233  5.3928  19.681
Si  5.7514  8.6651  11.5174
Si  5.8041  6.0846  13.1871
Si  4.6477  9.6995  17.5876
Si  1.0175  3.5909  22.1756
Si  4.9039  1.4726  18.7889
Si  3.2014  3.0918  9.5043
Si  6.4687  10.8184  13.7593
Si  10.3743  0.113  15.9406
Si  5.6744  3.6572  11.1513
Si  9.8482  3.9078  11.8755
Si  2.3695  9.9113  15.4825
Si  6.0816  8.1247  19.7829
Si  6.9335  3.9701  22.3753
Si  9.7708  2.7634  17.3522
O  7.2181  6.4015  13.9557
O  1.8895  7.0503  18.672
O  10.3101  4.018  16.51
O  6.1856  9.9572  17.0317
O  10.1674  0.7365  14.4557
O  8.4516  6.1146  18.8527
O  5.1959  0.6918  14.4129
O  5.7337  2.0503  17.5196
O  8.348  1.9307  20.5326
O  2.0011  4.2915  18.4012
O  6.9814  2.7939  10.6671
O  4.8815  2.7189  12.2294
O  6.0435  4.3917  16.347
O  4.575  3.9144  9.9428
O  10.6884  2.7664  21.546
O  9.7261  6.1582  14.9727
O  6.0132  6.4875  19.8265
O  4.0942  0.1619  18.2526
O  9.2995  10.5495  12.2748
O  2.8663  4.3685  12.7077
O  1.9135  10.6932  21.2042
O  3.9965  2.7081  19.3745
O  0.7549  10.0369  15.913
O  1.2816  9.7959  18.8264
O  1.7166  1.6538  19.268
O  8.9669  10.3731  16.4624
O  4.886  8.5793  18.7624
O  9.5702  8.7684  10.4626
O  6.76  4.0816  18.8542
O  2.8499  1.7314  13.397
O  5.8296  8.7758  21.2458
O  2.5476  2.4628  10.8712
O  7.6143  4.8526  21.1721
O  5.2171  7.4876  12.554
O  0.4842  9.0677  12.4121
O  7.6044  1.0525  13.5555
O  7.1217  9.6309  14.7214
O  8.9996  5.031  12.7001
O  8.1013  8.033  16.8993
O  6.2159  2.5741  21.8836
O  2.4874  9.0661  14.0425
O  0.4354  4.4909  11.8429
O  0.8147  8.3123  20.927
O  9.3744  3.8654  10.3299
O  9.672  2.3905  12.5016
O  7.6288  8.5614  19.3802
O  2.5897  8.0828  11.283
O  4  3.055  15.3698
O  0.8405  4.4964  14.4197
O  10.0624  2.9867  18.9464
O  9.2055  7.8065  12.9398
O  10.5163  0.5272  20.0699
O  6.0466  5.0441  11.9359
O  8.1677  2.7393  17.0085
O  3.5449  5.471  16.7228
O  4.6764  9.1207  10.3639
O  1.5375  6.6803  13.1611
O  4.7879  5.4988  14.3449
O  2.0463  3.8413  20.9196
O  10.5629  1.3912  16.9462
O  0.9531  6.0588  16.5515
O  7.3369  10.9467  21.9302
O  5.9298  0.8991  19.9117
O  6.0749  10.0293  12.3828
O  2.8739  0.5331  15.5709
O  7.073  8.0048  10.7898
O  10.2512  8.0098  18.6781
O  3.4676  9.1881  16.533

Results
free energy: -137021.924 eV
free energy less fixed offsets of B -154.04, O -568.88, Si -635.61 eV per atom: 5.206 eV

Forces (eV/angstrom), in the order of the atoms: element, x, y, z
Si  0.0102  0.0094  0.02
Si  -0.0022  0.0064  0.016
Si  0.0021  -0.0001  0.0164
Si  -0.0022  -0.0037  0.0208
Si  -0.0073  -0.0015  0.0281
Si  -0.0015  0.0044  0.0176
Si  0  0.0025  0.0349
Si  -0.0002  -0.0095  0.0177
Si  0.0005  -0.0029  -0.0023
Si  0.0087  -0.0005  -0.01
Si  -0.0063  0.0043  -0.006
Si  0.0056  -0.001  -0.0053
Si  0.0089  -0.0019  -0.0118
Si  -0.0009  0.0023  -0.0006
Si  -0.0003  -0.0061  -0.0048
Si  0.0008  0.0005  -0.0077
Si  -0.01  -0.0026  0.0022
Si  -0.0159  -0.0072  0.0009
Si  0.0041  0.0035  0.0007
Si  0.006  0.0066  -0.0029
Si  -0.0038  -0.0093  -0.0071
Si  -0.0032  -0.0019  -0.0114
Si  -0.0049  -0.0033  -0.0035
Si  0.002  -0.0002  -0.0015
Si  -0.0104  -0.0111  0.0065
Si  0.0065  0.0103  0.0042
Si  -0.0135  0.0028  -0.0133
Si  -0.0015  -0.0016  -0.0018
Si  -0.0026  0.0114  0.0083
Si  -0.005  0.005  0.0082
Si  0.0167  0.0159  -0.021
Si  -0.0004  0.0014  -0.0132
Si  -0.0098  0.0098  0.0075
Si  0.0031  0.0027  0.0035
Si  0.0017  -0.0056  0.0027
Si  0.0107  -0.0081  0.0015
Si  0.009  -0.0053  0.0031
Si  -0.0075  0.0123  0.0009
Si  0.0172  -0.0221  0.0053
Si  0.0032  -0.0027  -0.0005
Si  0.0029  -0.0064  -0.0003
Si  -0.0084  0.0024  -0.0023
Si  0.0057  -0.0025  0.001
Si  -0.0058  0.0039  0.0004
Si  -0.0024  0.0075  -0.0042
Si  0.0031  -0.0136  0.0033
Si  -0.015  0.0039  0.0002
Si  0.007  -0.0068  0.0001
Si  0.0173  0.0029  -0.0023
Si  -0.0007  0.0004  -0.0014
Si  0.0053  0.0063  0.0006
Si  0.001  -0.004  0.0085
Si  -0.0038  -0.0021  -0.0011
Si  0.0002  0.013  -0.0057
Si  -0.0025  -0.0003  0.01
Si  0.0003  0  -0.0018
Si  -0.0257  -0.0099  0.0133
Si  0.0091  -0.0039  -0.0081
Si  -0.0133  -0.0056  0.0053
Si  -0.0086  0.014  -0.0099
Si  0.0018  0.0098  -0.0141
Si  0.0024  -0.0205  0.0073
Si  -0.0015  0.0006  -0.0142
Si  -0.0021  0.0044  0.0071
Si  0.0002  -0.0175  -0.0019
Si  -0.0181  0.0066  -0.0039
Si  0.059  -0.0064  -0.0036
Si  -0.0289  -0.0037  0.0284
Si  -0.0086  0.0501  -0.0019
Si  0.0185  -0.0317  -0.0087
Si  -0.0065  0.0138  0.0004
Si  -0.0063  -0.0281  -0.0017
Si  -0.0019  0.0063  -0.0002
Si  0.0142  0.0267  0.0286
Si  -0.0745  -0.0031  0.003
Si  -0.0003  -0.0002  0.0012
Si  -0.0049  -0.0583  0.0062
Si  0.011  0.0205  -0.0227
Si  0.0017  -0.0139  -0.0061
Si  0.0011  0.0217  0.0208
Si  0.0061  0.0073  0.0049
Si  -0.0463  -0.014  0.0533
Si  0.0175  0.0303  0.0677
Si  0.0333  -0.0068  -0.0133
Si  0.0634  0.0096  0.1067
Si  0.0061  -0.0268  0.0154
Si  -0.0178  0.0061  -0.0041
Si  0.0605  0.0978  0.082
Si  -0.0072  -0.0225  -0.0436
Si  -0.0162  0.0109  -0.0543
Si  0.0176  -0.0367  -0.1247
Si  0.0208  -0.0129  -0.0716
B  -0.1764  -0.0278  -0.1677
Si  0.0309  0.0123  -0.0134
Si  -0.0119  0.0036  0.0222
Si  0.076  0.0214  -0.1165
O  -0.0079  0.0008  -0.0017
O  -0.0013  -0.0042  -0.0061
O  0.0015  -0.0034  -0.0023
O  -0.0014  0.0008  -0.0061
O  -0.0547  0.0144  0.0208
O  0.0025  0.021  0.0447
O  0.0235  -0.0227  -0.0034
O  0.0316  -0.0537  0.0345
O  0.0034  0.004  0.0186
O  0.0034  -0.0154  -0.0019
O  -0.0202  0.0164  -0.0121
O  -0.0135  0.0113  0.0169
O  -0.0008  0.0029  0.0135
O  -0.0018  -0.0008  0.0036
O  0.0152  0.0151  0.0278
O  0.0102  -0.0011  0.0352
O  -0.0061  0.0058  -0.0123
O  0.0083  -0.0103  -0.0156
O  -0.0074  0.0049  -0.0141
O  0.0107  -0.0099  -0.0144
O  0.0055  -0.0045  -0.0088
O  -0.0087  0.0078  -0.0196
O  0.0067  -0.0093  -0.0167
O  -0.0091  0.0109  -0.0119
Si  -0.0003  -0.0003  0.0019
Si  -0.0013  0.0028  -0.0064
Si  0  -0.0011  -0.0061
Si  -0.0001  -0.0004  0.0017
Si  -0.0008  -0.0002  0.006
Si  0.0018  0.0013  -0.0129
Si  -0.0006  -0.0016  0.0168
Si  0.0017  -0.0024  -0.0085
Si  0.0011  0.0047  -0.0066
Si  0.0025  0.0069  -0.0108
Si  0.0022  -0.0039  0.0099
Si  0.0008  0.0022  -0.004
Si  0.0188  -0.022  0.0059
Si  -0.0001  0.0022  0.0061
Si  0.0002  0.0005  0.0055
Si  -0.0239  0.0035  -0.0049
Si  0.002  -0.0005  -0.0028
Si  -0.0015  -0.0017  -0.0039
Si  0.0002  0.0002  0.0065
Si  0.0398  -0.0484  -0.0354
Si  -0.0002  0.0009  0.0008
Si  0.0011  -0.0001  0.0054
Si  -0.0053  0.001  0.0005
Si  -0.0002  0  0.0065
Si  -0.0069  0.0009  -0.0215
Si  -0.0028  0.0043  -0.0101
Si  -0.0007  -0.0005  0.0006
Si  0.0013  0.0039  0.0147
Si  -0.0006  0.0005  0.0041
Si  -0.0271  0.0198  -0.0158
Si  -0.0004  -0.0049  -0.0112
Si  0.0004  0.0001  -0.0036
Si  -0.0002  0.0039  0.0011
Si  0.0013  -0.0004  -0.0067
Si  0.0003  -0.0032  -0.0051
Si  0.0002  0.0005  0.0061
Si  -0.0031  0.0047  0.0112
Si  -0.0005  0.0004  0.0019
O  0.0015  -0.0001  0.0042
O  0.0012  -0.0023  -0.0017
O  0.0003  0.0019  0.0007
O  0.0019  0.0002  0.0011
O  -0.0003  0.0012  0.0022
O  0.001  0.0015  -0.0006
O  -0.0011  0.0021  0.0046
O  0.0015  0.0016  -0.0006
O  0.0022  0.0003  -0.0017
O  -0.0003  0.0034  -0.002
O  -0.0056  0.001  0.0017
O  0.0009  0.0004  0.0045
O  -0.0009  0.0005  0.0011
O  0.0044  0.0025  0.0061
O  -0.0034  -0.0029  -0.0059
O  -0.001  0.0006  0.0037
O  0.0002  0.0003  -0.0013
O  0.0002  -0.0012  -0.0005
O  -0.0014  0.0043  0.0045
O  0.0005  -0.0024  0.0022
O  -0.0004  0.0029  -0.0061
O  0.0014  -0.0005  -0.0011
O  -0.0009  0.0008  0.0035
O  0.0001  -0.0002  -0.0025
O  0.0002  0  -0.0009
O  0.0014  0.0007  0.0017
O  -0.0008  0.0017  -0.0029
O  0.0142  0.0019  0.012
O  -0.0003  -0.0019  -0.0031
O  0.001  -0.0003  0.0038
O  -0.0016  -0.0019  -0.0074
O  -0.005  -0.0106  0.0298
O  0.0009  0.0028  -0.0072
O  0.0013  -0.005  0.0079
O  -0.0031  0.0001  0.0038
O  0.0009  0.0012  0.0032
O  -0.0002  0.0007  0.0029
O  -0.0012  0.0019  0.0036
O  -0.0006  0.0014  0.0002
O  0  -0.0031  -0.0037
O  -0.0003  -0.002  -0.0002
O  0.0003  -0.0005  0.0022
O  -0.0011  -0.0022  -0.0084
O  0.0047  0.0076  0.0055
O  0.0005  -0.0008  0.0052
O  0.0024  0.0001  -0.0019
O  -0.0033  -0.0005  0.0046
O  -0.0002  -0.001  0.0026
O  0.0005  -0.001  0.0022
O  -0.0003  0.0005  -0.0047
O  -0.0006  -0.003  0.0059
O  0  -0.0004  -0.0015
O  0.0015  -0.0024  0.0017
O  0.0004  0.0002  0.0009
O  0.0013  -0.0007  0.0009
O  0.0107  0.0131  0.0235
O  -0.0016  -0.0069  0.006
O  0.0007  -0.0012  0.0031
O  0.0021  -0.0008  -0.0067
O  0.0006  -0.0007  0.0006
O  -0.0018  -0.0005  0.0006
O  -0.0006  0.0029  -0.0027
O  -0.0028  0  -0.0034
O  0.0022  0.0053  0.0088
O  0.0005  0.0031  0.003
O  0.0025  -0.0049  0.0142
O  -0.0013  -0.0001  -0.0009
O  -0.0003  0.0007  0.0006

The program warned: the cutoff lies below the one the program advises for these potential files; the exchange-correlation potential is rough where the density is thin.
